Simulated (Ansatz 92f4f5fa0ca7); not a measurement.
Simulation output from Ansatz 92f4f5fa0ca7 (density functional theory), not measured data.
Periodic cell of 194 atoms, Si117O77, from a study of silicon, its oxide and their interface. The atomic structure is a simulated model.

Settings
functional: r2SCAN
potential files: Ansatz norm-conserving
basis: plane waves
wave-function cutoff: 1300 eV
density cutoff ratio: 4
exchange-correlation grid ratio: 1
k mesh: 2 x 2 x 1, shifted by 0.5 0.5 0.5 of a step
self-consistency stop: 5e-08 eV per atom in the density residual
occupations: Fermi-Dirac, 0.05 eV
spin: none
net charge: 0

Cell vectors (angstrom)
a 11.5403 0 0
b 0 11.5403 0
c 4.0171 4.1911 25.3911

Atoms: element, x, y, z (angstrom)
Si 1.9042 4.4962 -3.6617
Si 11.1812 1.3692 -0.4327
Si 11.1021 10.5549 -0.523
Si 3.5491 1.1548 -0.7448
Si 4.8356 4.8484 -4.4819
Si 1.3797 9.9936 0.8562
Si 7.6323 2.395 -0.7231
Si 7.3384 6.8237 -0.5785
Si 7.332 9.221 -0.5831
Si 1.6319 2.0815 0.5212
Si 0.8041 6.1853 0.5478
Si 3.3902 10.1911 -0.3067
Si 5.415 2.2693 0.3627
Si 5.2147 4.2984 1.6836
Si 5.4632 9.9836 0.7396
Si 9.3091 2.1124 0.8238
Si 9.2315 6.1324 0.7482
Si 9.202 9.9094 0.7059
Si 1.3949 4.1802 1.7745
Si 1.297 7.988 2.0407
Si 1.4648 11.9324 2.1501
Si 5.2384 6.4719 0.4199
Si 5.3377 8.0981 2.088
Si 5.4568 11.997 1.9471
Si 9.1653 4.1499 2.0121
Si 9.2196 8.0335 2.1445
Si 9.1502 11.7829 2.1695
Si 11.0984 4.1586 3.3696
Si 11.0586 8.0099 3.5963
Si 11.0749 11.914 3.5469
Si 3.3356 4.2659 3.1395
Si 3.3199 8.0896 3.2661
Si 3.4719 11.9171 3.3029
Si 7.146 4.2188 3.2297
Si 7.2651 8.0361 3.4418
Si 7.241 11.8815 3.4666
Si 11.0528 2.3624 4.8801
Si 11.0905 5.9931 4.8829
Si 11.0342 9.9721 4.8873
Si 3.3462 2.3283 4.5676
Si 3.3606 6.1786 4.5585
Si 3.347 9.9964 4.6464
Si 7.2109 2.3362 4.6716
Si 7.2825 6.0704 4.7305
Si 7.2341 9.9496 4.7994
Si 1.559 13.9275 6.1296
Si 1.6029 6.1161 6.1021
Si 1.4845 9.9819 6.101
Si 5.2456 13.8575 5.9192
Si 5.2678 6.171 5.9275
Si 5.2421 10.0084 5.9998
Si 9.0195 13.8419 6.1793
Si 9.1194 5.9658 6.2811
Si 9.0965 9.9048 6.2629
Si 2.4592 4.3169 7.387
Si 1.5088 8.0479 7.4659
Si 1.3588 11.9405 7.3776
Si 4.8797 4.2382 7.175
Si 5.2606 8.1045 7.3262
Si 5.1927 11.9477 7.3168
Si 8.7691 4.0652 7.7373
Si 9.1514 7.9112 7.6203
Si 8.9783 11.905 7.5393
Si 11.7564 5.5338 9.9616
Si 11.1929 7.8005 8.9237
Si 10.9919 11.9993 8.7399
Si 2.4703 4.6605 9.7167
Si 3.445 8.1652 8.8193
Si 3.2687 12.1794 8.6506
Si 6.5832 4.1926 8.8317
Si 7.0826 10.0148 10.1773
Si 6.9561 11.9817 8.8518
Si 10.4675 14.1512 12.2595
Si 10.8785 5.4571 12.9751
Si 11.0521 9.8744 10.2754
Si 3.5256 14.0207 10.1714
Si 3.9203 6.4928 10.4691
Si 3.311 10.2562 9.9341
Si 5.9898 13.8116 10.111
Si 6.3228 6.1911 10.0488
Si 7.0742 8.0631 8.8073
Si 1.6876 12.88 12.55
Si 10.4271 3.5626 9.4388
Si 1.5985 10.0204 11.5036
Si 6.0181 12.8381 12.9171
Si 3.4834 7.8494 12.4753
Si 5.0743 10.2042 11.4581
Si 8.7989 11.9525 13.7405
Si 8.0595 6.7122 12.5969
Si 8.9836 9.6542 11.5319
Si 2.6195 9.3678 17.4346
Si 7.8028 12.0815 24.2813
Si 8.255 4.9983 21.6403
Si 15.2297 6.6557 21.9338
Si 1.8913 6.5158 17.5648
Si 17.283 10.9155 23.8927
Si 8.8599 5.0174 16.8907
Si 7.2504 2.3804 17.4099
Si 13.2419 13.1799 20.3839
Si 11.6553 5.2146 15.6655
Si 12.6587 8.2062 22.3136
Si 8.5431 6.7635 19.2841
Si 11.1476 10.6752 22.4468
Si 5.1064 14.6686 15.1998
Si 0.8759 11.9371 17.5453
Si 6.4174 6.0593 15.1527
Si 11.3677 5.6113 21.9164
Si 15.6235 13.1309 22.2023
Si 9.3062 11.5607 16.8116
Si 7.7987 9.4647 18.2839
Si 2.0221 14.159 15.4974
Si 5.1242 10.3415 19.0908
Si 3.836 7.4099 15.533
Si 2.1601 16.2077 20.1451
Si 6.007 13.142 19.9945
Si 8.5033 13.3985 21.5177
Si 11.3384 12.9532 21.7602
O 7.6252 1.2038 -1.8842
O 10.741 6.1027 0.0087
O 11.1761 2.118 9.0923
O 9.7447 3.1983 10.9247
O 11.7816 13.2714 11.914
O 9.4215 13.2982 13.1177
O 11.5161 5.9366 11.5771
O 9.3257 5.8618 13.0867
O 2.8699 13.4259 11.5878
O 2.044 8.6438 12.3184
O 7.2068 12.2201 13.8318
O 6.6091 13.7134 11.6691
O 7.3532 5.9822 11.335
O 7.6825 5.8141 16.1297
O 8.8071 10.0284 17.1353
O 17.2023 9.455 23.1236
O 9.8593 5.1835 21.607
O 3.5839 14.5671 15.7768
O 16.7152 7.247 21.6805
O 9.5165 7.7199 20.1865
O 5.7954 5.6187 -3.4491
O 14.1735 7.8857 21.8217
O 16.6723 13.8509 21.1649
O 8.6334 12.5014 22.8833
O 2.3621 14.6178 19.8799
O 8.247 3.7649 -1.4928
O 3.3597 8.8873 16.0552
O 10.9765 3.8503 13.1614
O 3.4929 7.1693 13.961
O 0.4718 6.2742 16.8345
O 11.7132 6.0248 14.2508
O 1.8598 13.5192 14.0238
O 3.0666 6.3069 16.4597
O 3.6952 9.9751 18.4665
O 1.4883 10.4854 17.1353
O 5.1376 11.5875 12.3651
O 14.3985 12.5026 21.3309
O 10.1341 4.7257 15.9496
O 1.1359 15.5018 15.6802
O 8.3055 3.587 17.3572
O 10.7816 11.87 17.4443
O 9.1345 10.69 12.7984
O 5.3818 9.5355 20.4617
O 6.3729 14.1273 18.7643
O 5.1325 11.9225 19.3942
O 2.0211 16.9513 18.7228
O 7.708 5.7619 20.2875
O 8.142 12.5592 17.3867
O 6.9538 6.6998 13.7743
O 6.2972 10.0122 18.0128
O 4.7298 8.9432 12.4791
O 9.3356 5.8544 18.2021
O 11.6849 7.1589 21.5343
O 1.6992 11.2476 12.6097
O 5.1171 13.8324 13.8171
O 3.383 16.9674 20.908
O 8.4007 10.0316 19.6958
O 1.4885 13.0792 16.5762
O 6.1758 2.4319 16.2033
O 1.9435 8.0444 18.1221
O 1.3577 12.2833 19.0611
O 7.9668 3.395 21.6592
O 8.6064 8.1936 12.2074
O 5.5728 4.6694 14.9422
O 15.0895 14.229 23.2719
O 11.4496 13.8177 23.178
O 12.3438 16.235 21.021
O 3.5087 4.2987 -3.7323
O 7.4175 12.6199 20.599
O 3.5635 1.4456 -2.4138
O 9.4223 11.7017 15.2074
O 16.3506 11.9444 23.018
O 12.4352 9.7652 21.94
O 15.0688 6.1084 23.4249
O 5.4204 7.1664 15.8011
O 7.6518 7.832 18.4049
O 10.002 13.3961 20.8949

Results
free energy: -49525.557 eV
free energy less fixed offsets of O -463.61, Si -117.95 eV per atom: -27.437 eV
pressure: -2.12 GPa
stress xx, yy, zz, yz, xz, xy (GPa, positive in tension): 2.05, 3.05, 1.26, 0.02, -0.12, 0.07

Forces (eV/angstrom), in the order of the atoms: element, x, y, z
Si -0.077 -0.118 -0.4749
Si -0.1753 0.6577 -0.4776
Si 0.029 -0.6036 -0.6874
Si -0.2062 0.3023 -1.0926
Si 0.1102 -0.03 -0.3062
Si -0.0027 0.0843 -0.0526
Si 0.1316 -0.2628 -0.3892
Si -0.0193 -0.1671 -0.1823
Si -0.0694 0.3048 -0.5321
Si -0.0612 -0.0559 0.1054
Si -0.5443 -0.1816 0.2412
Si 0.0547 -0.1891 0.1304
Si 0.2935 -0.0075 0.0268
Si -0.1094 0.1335 -0.0657
Si 0.0714 0.289 0.1141
Si 0.2325 0.0495 0.0837
Si 0.2938 0.0675 -0.1239
Si 0.0487 0.0194 0.1966
Si -0.0345 -0.0717 -0.0312
Si -0.0795 0.0289 0.1583
Si -0.1899 -0.1648 0.1821
Si 0.1744 -0.0618 0.2126
Si 0.0179 -0.0475 0.2258
Si 0.2745 -0.1788 0.2525
Si -0.073 0.0181 0.0564
Si 0.0582 -0.1352 -0.0215
Si -0.0326 0.0452 0.0224
Si -0.1049 0.0726 -0.1666
Si -0.0383 -0.0317 0.0198
Si 0.1198 0.0507 0.0435
Si -0.0287 0.0118 0.0471
Si -0.0276 -0.0158 -0.0441
Si -0.1016 0.0003 -0.1081
Si 0.0783 0.0751 -0.1923
Si -0.0489 -0.0362 -0.0198
Si 0.0125 0.1423 -0.0338
Si -0.0617 0.0143 0.1214
Si 0.1142 0.046 0.0984
Si 0.0643 -0.0054 0.0075
Si 0.0735 -0.0187 -0.1499
Si 0.1476 -0.0104 -0.0944
Si -0.0142 -0.0254 -0.0225
Si -0.1022 -0.0635 -0.0253
Si -0.0766 -0.0411 0.0425
Si -0.0526 0.0034 0.0247
Si -0.1478 0.1159 0.0568
Si -0.0222 0.0436 0.0107
Si -0.0609 0.003 0.1361
Si 0.0754 -0.0396 -0.021
Si -0.0148 0.1029 0.0495
Si -0.0477 -0.127 0.1417
Si 0.2048 0.1342 -0.0897
Si 0.0006 -0.1223 -0.1347
Si 0.1109 -0.0503 0.1365
Si -0.0187 -0.208 -0.1309
Si 0.0432 -0.1026 0.0701
Si 0.2668 -0.107 -0.2083
Si 0.0507 -0.0064 -0.1664
Si -0.019 -0.0979 -0.0159
Si -0.1947 0.1043 -0.2544
Si -0.0656 0.0019 -0.019
Si -0.0566 0.0177 0.071
Si -0.2392 0.1194 0.0302
Si 0.2462 0.1762 0.9701
Si 0.0598 0.1875 -0.3869
Si 0.1228 0.428 -0.0319
Si 0.2153 0.3031 0.1074
Si -0.0277 0.0625 -0.0443
Si -0.0279 0.057 -0.025
Si -0.0738 -0.0683 -0.0198
Si -0.3346 -0.0224 0.1129
Si 0.0055 -0.1497 0.0307
Si -0.0428 0.0845 0.4131
Si 0.1163 -0.0308 0.3977
Si 0.1009 -0.069 0.4195
Si -0.5566 -0.7131 0.5343
Si -0.0418 0.0763 0.0362
Si 0.1636 -0.0292 0.1098
Si 0.6537 0.5284 0.5186
Si 0.33 -0.1162 0.3859
Si 0.0611 0.0276 -0.0231
Si 0.1712 -0.115 0.1703
Si -0.5626 -0.5715 0.3125
Si -0.0373 -0.0954 0.2908
Si 0.0101 -0.0499 0.1827
Si 0.0105 0.0924 0.2394
Si 0.1948 0.1835 0.3307
Si -0.035 0.0584 0.2299
Si -0.1905 0.1491 -0.1166
Si -0.0142 0.0187 0.4488
Si -0.0708 -0.0376 0.1337
Si -0.123 0.1738 -0.8932
Si -0.1217 0.1383 -0.3418
Si 0.1019 -0.178 -0.1254
Si -0.1677 -0.1229 0.1248
Si 0.1082 -0.0991 -0.779
Si 0.1164 -0.0879 0.1679
Si -0.0746 0.136 0.0418
Si 0.1849 0.2763 -0.3047
Si -0.0002 0.0419 0.3047
Si 0.1335 -0.1838 -0.3145
Si 0.044 -0.0415 -0.2974
Si -0.0763 -0.256 -0.0466
Si -0.1035 0.015 0.3706
Si 0.0074 0.0578 0.0084
Si -0.0861 -0.1777 0.383
Si 0.0466 -0.1392 -0.3625
Si -0.004 0.2152 -0.1548
Si -0.0683 -0.1198 0.1637
Si -0.071 -0.036 -0.272
Si 0.1669 0.2654 0.4045
Si -0.0306 0.035 -0.1513
Si 0.0156 -0.0996 0.3474
Si 0.2401 -0.1016 -0.3625
Si -0.2057 0.104 -0.4525
Si -0.2609 -0.1514 -0.1564
Si 0.2803 0.2409 -0.2981
O -0.0052 0.4529 0.2274
O 0.0981 0.1687 0.4925
O -0.1293 0.0006 0.0951
O 0.251 0.1417 -0.4048
O -0.0053 0.055 -0.0497
O 0.2226 -0.015 -0.1737
O -0.0806 -0.1743 -0.467
O 0.1112 -0.0356 -0.0978
O 0.0894 0.1846 -0.1592
O 0.1825 -0.0343 -0.2609
O 0.0073 0.0021 -0.1936
O -0.4209 -0.2341 -0.3283
O -0.124 0.281 -0.0644
O -0.1222 -0.0323 -0.2209
O -0.0873 0.2223 0.1798
O -0.0234 0.394 0.1088
O -0.0772 0.0648 0.1351
O -0.0049 -0.1178 -0.2911
O -0.0605 0.1748 0.1922
O -0.3661 0.1699 0.0966
O 0.3533 0.1942 0.1719
O -0.2393 -0.0722 0.2546
O -0.1057 -0.337 0.2071
O 0.0501 0.0341 0.1228
O -0.1572 -0.1707 0.2703
O -0.2279 -0.2014 -0.0605
O -0.0147 -0.2357 0.0001
O -0.0818 -0.0355 -0.3583
O 0.0458 0.1493 -0.1561
O 0.1879 -0.1313 -0.1902
O -0.2514 -0.2548 -0.2646
O -0.0426 -0.1434 -0.3457
O -0.0304 0.3255 -0.1243
O 0.0242 -0.0616 -0.0622
O 0.0629 0.0493 0.0599
O 0.0753 -0.1678 -0.1933
O 0.1168 0.1412 0.1583
O 0.1133 0.166 -0.0948
O -0.0911 -0.0018 -0.1743
O -0.1003 0.0044 -0.0916
O 0.0184 -0.041 -0.0929
O -0.0635 -0.1114 -0.2318
O 0.1341 -0.0648 0.2246
O 0.1261 -0.3 0.1786
O 0.1961 0.0265 0.2196
O -0.012 0.1044 0.1468
O 0.283 -0.0608 0.2779
O 0.1113 -0.057 -0.1
O 0.1288 0.0178 -0.1497
O 0.0955 -0.0042 0.3186
O -0.1938 -0.0783 -0.3351
O -0.2455 0.0502 0.0837
O 0.1111 -0.0108 0.2537
O -0.0628 0.1847 -0.289
O 0.1493 -0.19 -0.1802
O -0.1672 0.1693 0.2024
O -0.0032 -0.2891 0.1935
O -0.0525 -0.1122 -0.0574
O 0.0134 0.0998 -0.1248
O 0.1917 -0.015 -0.2524
O -0.09 0.0773 0.1171
O 0.1749 -0.181 0.1157
O 0.0144 0.058 -0.1735
O 0.1486 0.0902 -0.032
O 0.091 0.1161 0.3717
O -0.1485 -0.2508 0.0501
O -0.2137 0.2199 0.2783
O 0.0088 0.1162 -0.0203
O 0.1186 0.1525 0.3002
O 0.0951 -0.2385 0.7346
O -0.1384 0.0831 -0.2138
O 0.1169 -0.1978 0.1539
O -0.4243 -0.2111 0.223
O -0.0106 -0.1988 0.0393
O -0.1024 -0.0667 -0.3119
O 0.2403 0.1692 0.2843
O -0.2071 0.096 0.3336

The program warned: the forces do not sum to zero within the program's tolerance.
